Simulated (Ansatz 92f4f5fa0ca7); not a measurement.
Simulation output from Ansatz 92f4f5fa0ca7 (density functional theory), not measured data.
Periodic cell of 375 atoms, Si241O134, from a study of silicon, its oxide and their interface. The atomic structure is a simulated model.
Doubt: the cutoff is far below the 930 eV that the study's wrapper takes by default for these files, so forces and energies are approximate.
This geometry differs little from another in the collection (a relaxation step or a small displacement).

Settings: functional PBE; potential files Ansatz PAW; basis plane waves; wave-function cutoff 580 eV; density cutoff ratio 5; exchange-correlation grid ratio 1; k mesh 1 x 1 x 1, Gamma-centred; self-consistency stop 5e-08 eV per atom in the density residual; occupations fixed; spin none; net charge 0.

Cell vectors (angstrom)
a  11.6015  0  0
b  0  13.3963  0
c  0  0  42.3891

Atoms and the computed forces on them: element, x, y, z (angstrom), force x, y, z (eV/angstrom)
Si  0  2.2327  1.1851  0.0123  -0.034  -0.0796
Si  3.8672  2.2327  1.1851  -0.0219  -0.0309  -0.0531
Si  7.7343  2.2327  1.1851  0.0109  -0.0397  -0.0247
Si  1.9336  5.5818  1.1851  0.0014  0.0148  0.0355
Si  5.8008  5.5818  1.1851  -0.0067  0.0646  0.0393
Si  9.6679  5.5818  1.1851  0.0293  0.0332  0.043
Si  0  8.9308  1.1851  -0.0218  0.0167  0.0394
Si  3.8672  8.9308  1.1851  0.0107  0.0349  -0.0066
Si  7.7343  8.9308  1.1851  -0.0024  0.0276  -0.0319
Si  1.9336  12.2799  1.1851  -0.0164  0.0009  0.0259
Si  5.8008  12.2799  1.1851  0.0056  -0.0073  0.0204
Si  9.6679  12.2799  1.1851  -0.0078  -0.0192  0.0338
Si  1.9336  1.1164  1.9745  -0.0187  0.136  0.0085
Si  5.8008  1.1164  1.9745  -0.0316  0.1839  -0.0205
Si  9.6679  1.1164  1.9745  0.0307  0.1652  -0.0037
Si  0  4.4654  1.9745  -0.0219  -0.1117  -0.0094
Si  3.8672  4.4654  1.9745  -0.0013  -0.0525  -0.0157
Si  7.7343  4.4654  1.9745  0.0089  -0.0452  -0.0327
Si  1.9336  7.8145  1.9745  0.0616  -0.0913  -0.0304
Si  5.8008  7.8145  1.9745  0.0328  -0.0856  0.0032
Si  9.6679  7.8145  1.9745  -0.0726  -0.0362  -0.0036
Si  0  11.1635  1.9745  0.0104  -0.0558  -0.0103
Si  3.8672  11.1635  1.9745  0.0337  -0.0956  -0.0216
Si  7.7343  11.1635  1.9745  -0.0152  -0.0763  -0.0077
Si  1.9336  1.1164  4.3426  -0.0602  0.3355  -0.5246
Si  5.8008  1.1164  4.3426  -0.0975  0.4743  -0.305
Si  9.6679  1.1164  4.3426  0.0745  0.4175  -0.3148
Si  0  4.4654  4.3426  -0.0563  -0.2856  0.3472
Si  3.8672  4.4654  4.3426  0.0323  -0.1345  0.5123
Si  7.7343  4.4654  4.3426  0.0097  -0.0847  0.7158
Si  1.9336  7.8145  4.3426  0.1625  -0.1654  0.2066
Si  5.8008  7.8145  4.3426  0.0958  -0.2026  0.0833
Si  9.6679  7.8145  4.3426  -0.2007  -0.0676  0.0482
Si  0  11.1635  4.3426  0.0363  -0.1901  -0.2165
Si  3.8672  11.1635  4.3426  0.0723  -0.2641  -0.3966
Si  7.7343  11.1635  4.3426  -0.0399  -0.246  -0.3579
Si  0  0  38.0485  -0.2556  0.2427  -0.1879
Si  3.8672  0  38.0485  -0.1568  0.0789  0.0886
Si  7.7343  0  38.0485  0.2347  0.1553  -0.0125
Si  1.9336  3.3491  38.0485  -0.2486  -0.0003  -0.2807
Si  5.8008  3.3491  38.0485  -0.0456  0.0904  0.2291
Si  9.6679  3.3491  38.0485  0.2246  -0.0052  -0.1182
Si  0  6.6981  38.0485  0.271  -0.2426  -0.2331
Si  3.8672  6.6981  38.0485  -0.1498  -0.1254  0.0861
Si  7.7343  6.6981  38.0485  0.149  -0.0062  0.2036
Si  1.9336  10.0472  38.0485  -0.0209  -0.0897  -0.0053
Si  5.8008  10.0472  38.0485  0.0234  0.1851  0.166
Si  9.6679  10.0472  38.0485  -0.1147  0.1048  0.025
Si  0  0  40.4167  -0.0939  0.0805  0.0134
Si  3.8672  0  40.4167  -0.0658  0.0424  -0.0029
Si  7.7343  0  40.4167  0.091  0.0568  0.0076
Si  1.9336  3.3491  40.4167  -0.0896  -0.0128  -0.009
Si  5.8008  3.3491  40.4167  -0.0163  0.0366  -0.022
Si  9.6679  3.3491  40.4167  0.1012  -0.0094  -0.0122
Si  0  6.6981  40.4167  0.0947  -0.0915  0.0267
Si  3.8672  6.6981  40.4167  -0.0487  -0.0146  0.0116
Si  7.7343  6.6981  40.4167  0.0622  0.0328  0.016
Si  1.9336  10.0472  40.4167  -0.0115  -0.0378  0.0099
Si  5.8008  10.0472  40.4167  0.0202  0.0758  0.0165
Si  9.6679  10.0472  40.4167  -0.0537  0.0184  0.0274
Si  0  2.2327  41.206  -0.0073  0.0221  0.0468
Si  3.8672  2.2327  41.206  0.0161  0.0209  -0.0053
Si  7.7343  2.2327  41.206  -0.0131  0.0217  -0.0088
Si  1.9336  5.5818  41.206  0.003  -0.004  0.0164
Si  5.8008  5.5818  41.206  0.0019  -0.0543  -0.0132
Si  9.6679  5.5818  41.206  -0.0276  -0.0263  -0.0175
Si  0  8.9308  41.206  0.0127  -0.0067  -0.0515
Si  3.8672  8.9308  41.206  0.0026  -0.0297  -0.0128
Si  7.7343  8.9308  41.206  -0.0003  -0.0266  0.0187
Si  1.9336  12.2799  41.206  0.0185  0.0052  -0.039
Si  5.8008  12.2799  41.206  -0.0032  -0.0002  -0.0172
Si  9.6679  12.2799  41.206  0.0037  0.0192  0.0142
Si  0.0102  -0.3311  30.6433  0.0021  0.0011  -0.0015
Si  3.8218  -2.2714  30.7995  0.0007  -0.0053  0.0063
Si  5.275  -0.5477  31.8281  0.0104  -0.0123  -0.004
Si  2.6001  2.5996  30.5265  0.0046  -0.0082  0.0088
Si  6.283  3.0272  31.9201  0.0038  -0.0047  0.0096
Si  10.1765  3.5295  29.4187  0.0004  -0.005  0.0081
Si  0.313  9.6856  31.8542  0.0042  0.0044  0.0046
Si  4.2887  6.8954  31.0298  0.005  0.0071  -0.0011
Si  8.0481  6.5011  31.539  0.0291  0.0029  -0.01
Si  4.3258  10.9492  28.389  -0.0028  0.0012  0.0028
Si  7.5806  11.4825  26.1296  0.0013  0.001  -0.0029
Si  9.6607  10.1425  31.2111  0.0054  -0.0235  0.0024
Si  0.4801  1.9201  31.3589  -0.0032  0.0016  -0.0046
Si  4.3614  1.6823  31.8764  -0.003  0.0107  -0.0049
Si  7.3777  2.5368  29.9621  0.0007  -0.0011  0.0051
Si  2.3542  5.6301  31.6501  -0.0005  -0.0021  0.0039
Si  5.9913  5.4457  31.9416  -0.0261  -0.0109  0.0082
Si  9.6501  6.4934  28.9556  0.0033  0.0023  0.0005
Si  0.6842  7.3794  29.9674  -0.0031  0.0025  -0.0017
Si  4.6697  9.1131  31.8464  -0.0123  0.013  -0.0129
Si  7.8404  8.9699  34.3492  -0.0019  -0.0069  -0.0075
Si  1.6438  11.6636  31.7563  0.0001  -0.0077  0.009
Si  7.4216  12.9759  30.7867  -0.0027  0.0076  0.0122
Si  9.5491  12.4076  31.7756  -0.0112  0.0037  -0.0076
Si  0.0115  2.2072  33.8101  0.0026  -0.0026  0.0033
Si  3.809  2.1759  34.1307  0.0037  -0.0011  0.0017
Si  7.5247  2.3804  33.9834  0.0022  0  -0.0077
Si  1.9937  5.5902  34.0099  0.0033  -0.0016  0.0038
Si  5.7927  5.6495  34.2633  0.0075  -0.0075  -0.0043
Si  9.6065  5.6498  34.0565  -0.0018  -0.0006  -0.0058
Si  0.1022  8.9922  34.1157  0.0003  -0.0015  -0.0102
Si  4.0054  9.0171  34.136  0.0009  -0.0042  0.0022
Si  7.838  8.7972  32.0572  0.0002  0.0226  -0.0045
Si  1.905  12.2552  34.0689  -0.0011  0.0016  -0.0052
Si  5.7308  12.3681  34.1282  -0.0075  0.0064  -0.0033
Si  9.6616  12.3789  34.1207  -0.0004  -0.0028  0.0071
Si  1.8534  1.1004  34.8415  -0.0051  -0.0042  0.0064
Si  5.7563  1.1627  34.9899  -0.0008  -0.0016  0.0021
Si  9.5911  1.259  34.7132  -0.0038  0.0048  0.0055
Si  -0.003  4.4625  34.6741  0.0031  -0.0005  0.0033
Si  3.8609  4.445  34.8952  -0.0065  0.002  0.0006
Si  7.7232  4.5142  34.9711  -0.0033  0.0018  0.0001
Si  2.0414  7.8394  34.8263  0.0027  0.0011  0.0045
Si  5.8609  7.8685  35.0225  -0.0047  0.0097  0.0145
Si  9.7978  7.8348  34.9503  0.0017  0.0025  0.0073
Si  -0.0194  11.2158  34.9434  0.0028  0.0039  0.0041
Si  3.8488  11.2135  34.9432  -0.0009  0.0003  0.0033
Si  7.7135  11.2572  34.8836  0.0073  0.0008  0.0063
Si  1.9206  1.1096  37.2324  0.0007  -0.0006  0.0011
Si  5.8024  1.1179  37.318  -0.0012  -0.0005  0.0042
Si  9.654  1.1497  37.1691  -0.001  -0.0004  0.0031
Si  -0.0083  4.4593  37.1518  -0.0013  -0.0001  0.0037
Si  3.8625  4.4541  37.2585  0.0011  -0.0008  0.0039
Si  7.7409  4.4629  37.3064  0.0005  0.0014  0.0048
Si  1.9468  7.8155  37.2211  0.0021  -0.0012  0.0027
Si  5.8012  7.8166  37.3381  0.0015  -0.003  0.0009
Si  9.6905  7.8137  37.2947  0.0004  -0.002  0.0031
Si  -0.0045  11.172  37.2905  -0.0016  -0.001  0.0034
Si  3.8612  11.17  37.2886  0.0002  0.0011  0.0029
Si  7.7266  11.1837  37.2542  0.0005  0.0037  0.005
Si  0.0026  0.002  5.0229  0.0003  0.0006  -0.0002
Si  3.861  -0.0039  4.9948  -0.0003  -0.0012  0.0018
Si  7.7321  0.0028  4.987  -0.0013  0.0006  -0.0003
Si  1.931  3.3362  5.1985  -0.0006  0.0032  -0.0001
Si  5.7962  3.3549  5.2354  -0.0014  0.0034  -0.0026
Si  9.6704  3.3426  5.2392  -0.0006  0.0024  -0.0005
Si  -0.0121  6.6932  5.1109  0.0006  -0.002  -0.0006
Si  3.8891  6.6885  5.1904  -0.0016  -0.0023  -0.0024
Si  7.7348  6.6963  5.2114  0.0006  -0.0006  -0.0009
Si  1.9442  10.0425  5.1022  -0.0004  -0.0003  -0.0012
Si  5.8035  10.0326  5.1104  -0.0005  -0.0004  -0.0005
Si  9.6639  10.0482  5.1086  0.0004  0.0002  -0.0001
Si  0.0187  -0.0389  7.3193  0.0006  0.001  0.0023
Si  3.8541  -0.0793  7.2762  0.0021  -0.0004  -0.0017
Si  7.7093  -0.0398  7.266  0.0024  0.0005  0.0001
Si  1.9333  3.2042  7.6281  0.0004  -0.0042  -0.0027
Si  5.7918  3.2712  7.7024  0.0015  -0.0029  0.0013
Si  9.672  3.2251  7.7138  0.0007  -0.0039  -0.0018
Si  -0.008  6.6216  7.4657  0.0001  0.0036  -0.0012
Si  3.9566  6.6164  7.6149  0.0036  0.002  0.0025
Si  7.7607  6.6583  7.6529  -0.0012  0.0014  0.0029
Si  1.975  9.9715  7.4448  -0.0007  -0.0008  0.0032
Si  5.8155  9.9451  7.4608  -0.0006  0.0017  0.002
Si  9.6774  10.0261  7.4564  -0.0017  0.0028  0.0018
Si  0.0181  2.0218  8.4531  -0.0004  -0.0028  0.0055
Si  3.8566  2.0016  8.3577  -0.003  0.0003  -0.0018
Si  7.6982  2.0369  8.3769  -0.0019  -0.0024  0.0013
Si  1.9441  5.5157  8.2246  -0.0007  0.0005  0.0006
Si  5.8855  5.5306  8.6275  0.0004  0.005  -0.0047
Si  9.7058  5.5274  8.4558  0  0.0039  0.0024
Si  0.0208  8.8915  8.1666  0.0011  -0.0011  -0.0025
Si  3.8961  8.8817  8.3411  -0.0015  0.0007  -0.0006
Si  7.7704  8.9644  8.3664  0.0013  -0.0002  -0.0001
Si  1.9286  12.2286  8.108  0.0039  0  -0.0026
Si  5.7898  12.2183  7.9926  0.0025  -0.0007  -0.004
Si  9.652  12.319  8.0463  0.0029  -0.0027  -0.0017
Si  -0.0492  0.8047  10.5847  -0.0006  0.0017  0.0003
Si  3.7792  0.7204  10.4237  -0.0031  0.0012  0.0036
Si  7.4739  0.8507  10.4626  0.0026  -0.0029  -0.0054
Si  2.0339  5.4402  11.4147  -0.0089  -0.003  -0.004
Si  8.024  7.3237  11.6858  -0.0206  0.0096  0.0201
Si  9.9306  4.3904  12.6129  -0.0031  -0.0056  0.0107
Si  1.9427  10.4377  11.2991  0.007  0.0046  -0.0011
Si  3.9726  9.2566  10.7127  -0.0036  -0.0025  0.0004
Si  7.8198  9.5013  10.7415  -0.0015  -0.0034  -0.0028
Si  1.8554  12.7088  10.4202  -0.0064  -0.0014  0.0025
Si  4.7527  10.8127  14.3622  0.0004  0.0005  0.0002
Si  9.5446  12.9912  10.2997  0.0006  0.0051  -0.0028
Si  1.8127  -3.5211  13.5786  0.0013  0.0024  -0.0055
Si  5.7009  -0.662  10.2542  -0.003  0.0002  -0.0007
Si  9.8456  -2.5903  11.1187  0.0071  0.0004  -0.0006
Si  0.0721  1.8701  12.7013  -0.0009  -0.0047  -0.0072
Si  2.8761  2.7063  12.5589  -0.0011  -0.003  0.0029
Si  7.1664  3.0706  12.623  0.0077  -0.0044  0.0081
Si  -0.2378  7.3463  11.7428  -0.0094  0.0025  -0.0114
Si  6.2428  5.8402  11.1526  0.0117  -0.0186  0.0039
Si  9.7717  5.9863  10.8388  0.0111  0.0048  -0.0058
Si  0.0546  9.3374  10.459  -0.0043  -0.0014  0.0007
Si  5.7822  10.6504  11.3407  -0.0006  0.0001  0.0094
Si  4.5503  7.2473  12.0146  -0.0014  0.0169  0.0055
O  4.9395  -1.1912  15.1645  -0.0003  0  0.0012
O  10.7784  1.0788  13.8103  0.0008  0.0014  0.0026
O  6.9541  2.7306  14.2253  -0.0002  0.0013  -0.0015
O  0.4959  -3.0157  14.437  -0.0008  -0.0011  0.0051
O  3.8603  15.1034  11.7529  0.0018  -0.0002  -0.0021
O  -0.8157  7.9523  13.1693  0.0017  -0.001  -0.0014
O  9.7607  5.0476  14.1176  0.0021  0.0012  -0.006
O  5.3201  9.6003  15.2909  0.0001  0  0.0018
O  8.1937  7.5899  13.3612  -0.0004  -0.0058  -0.0167
O  3.8094  3.4137  13.6696  0.0002  0.0004  -0.0006
O  6.8811  1.7187  11.7578  -0.0028  0.0022  0.0023
O  4.8798  7.6044  13.6017  -0.0005  -0.0037  -0.0074
O  6.7125  3.0888  28.5692  0.0013  0.0016  0.0013
O  2.494  2.4742  28.8518  0.001  0.0023  0.0078
O  8.3388  -1.7955  27.5693  0.0002  -0.0012  0.0047
O  -4.3594  -1.797  29.8941  -0.0024  0.003  0.0034
O  14.3552  17.5938  30.926  0.0009  -0.0022  -0.0026
O  9.2206  6.9456  27.4428  0.0002  -0.0004  0.0035
O  10.1083  2.566  28.1242  0.0013  0.0006  0.0028
O  1.5943  7.2064  28.6409  0.0016  0.0007  0.0029
O  5.0541  12.4136  28.0271  -0.0019  -0.0048  0.0034
O  7.2619  9.3419  28.5541  0.0003  0.0018  0.0022
O  0.0831  12.718  28.9909  0  0.0017  0.0096
O  6.5352  10.2115  26.164  -0.0004  0.0002  0.0017
Si  6.661  4.2585  27.4431  0.0017  0.0001  0.0001
Si  11.6659  12.6659  27.3505  -0.0008  -0.0007  -0.0018
Si  8.137  10.6832  28.8868  0.0082  -0.0013  -0.0032
Si  0.3862  0.6789  17.6829  0.0004  0.0005  -0.0009
Si  2.7672  10.6987  23.1693  0.0005  -0.0003  -0.0001
Si  8.4941  6.168  21.0091  0.0002  -0.0007  0.0015
Si  1.9113  6.2621  27.3565  0.0009  0.0022  -0.0023
Si  5.8833  5.6018  19.3403  0.0003  0.0002  -0.0003
Si  4.8879  8.0424  15.1955  0.0004  0.0009  0.0043
Si  4.7339  2.5902  25.8781  0.0016  0.0007  -0.0028
Si  11.6678  6.2282  24.9214  0.0009  -0.0004  0
Si  11.7576  8.9559  18.8821  -0.0006  0.0001  -0.0002
Si  5.8976  0.5132  20.8005  0.0005  0.0008  0.0003
Si  4.1931  12.7314  16.5062  -0.0003  0.0018  -0.0008
Si  6.2098  5.6441  16.2776  0.0002  0.0001  0.0007
Si  10.5649  10.9154  14.1726  0.0022  0.0045  0.0012
Si  10.1565  0.4195  15.1678  -0.0009  0.0034  -0.0023
Si  2.6801  11.7707  26.0512  0.0017  -0.0005  -0.0042
Si  13.5541  11.487  18.1718  0.0003  0.001  0
Si  5.9706  9.4647  27.5353  0.0007  -0.0009  0.0019
Si  6.13  16.0413  23.2203  0.0006  -0.0007  0.0006
Si  10.4261  -2.1388  25.1338  0.0007  0.0004  -0.0005
Si  11.7317  14.4879  20.6559  0.0004  -0.0006  -0.0002
Si  9.2219  4.7916  15.6546  0.0001  -0.0009  0.0005
Si  5.2314  -0.2559  26.5675  0.0015  -0.0007  -0.0048
Si  10.0769  -0.2911  22.8857  0.0015  0.0002  0.0011
Si  4.8133  6.7348  27.883  -0.001  -0.0011  -0.0015
Si  1.9302  8.331  21.3695  0.0002  0  0.0016
Si  5.7346  1.3605  17.9304  -0.0005  0.0002  -0.0013
Si  10.7546  2.0652  26.7287  0.0001  0.0024  -0.0001
Si  2.17  7.1254  14.9752  0.0033  0.0004  0.0039
Si  10.9584  6.9358  16.5217  -0.0021  -0.0012  0.0012
Si  7.7792  2.1729  15.5507  0.0008  -0.0005  -0.0017
Si  9.2077  2.5472  23.9762  0.0006  0.0011  0.0009
Si  8.8721  5.8993  26.2227  0.0007  0.0007  -0.0013
Si  7.6502  7.3954  23.8406  0.0009  -0.0004  -0.0001
Si  9.5013  -5.188  14.1397  0.0007  -0.0021  0.0027
Si  2.042  3.1504  27.4048  0.0002  0.0004  -0.0019
Si  7.6528  11.4123  21.6943  0.0004  0  0.0016
Si  9.4631  9.1646  20.6468  0.0011  0  0.0012
Si  4.554  4.9296  21.7565  0.0003  -0.0003  0.001
Si  10.3606  -4.6687  23.5691  -0.0001  -0.0006  0.0002
Si  3.0339  2.0335  16.9495  0.0002  -0.0008  -0.0009
Si  3.6094  4.3496  14.9798  -0.0001  -0.0029  0.0025
Si  4.795  7.7563  20.7869  0.001  -0.0003  0.0003
Si  14.3984  12.9546  20.9054  -0.0002  -0.0003  0.0005
Si  5.725  9.5034  22.9036  0.0007  0.0004  0.0009
Si  10.7082  3.9868  21.6486  -0.0003  -0.0001  0.0023
Si  1.6583  5.4083  22.5874  0.0002  -0.0002  0.0021
O  6.7781  12.5313  20.8887  0.0001  0.0002  0.001
O  10.974  -3.5402  24.5393  0.0011  0.0007  0.003
O  0.8049  8.2661  20.2075  0.0009  -0.0005  0.0015
O  1.7546  14.24  20.8714  0.0008  0.0001  0.0015
O  9.392  -3.5841  14.4412  -0.0017  -0.0025  0.0002
O  4.3047  13.5496  20.717  0.0006  0  0.0015
O  4.3229  2.2097  17.9506  0.001  0.0004  0.0022
O  0.9368  6.809  26.1711  0  -0.0003  0.002
O  8.1736  4.5997  26.9302  -0.0034  -0.0012  0.0036
O  4.2481  10.0139  23.3614  0.0003  -0.0002  0.0015
O  3.4035  7.7595  15.8542  -0.001  0.0007  -0.0009
O  12.5059  12.5418  17.5141  0.0001  -0.0005  0.002
O  10.7099  0.4484  26.7694  0.0008  -0.0002  0.0028
O  5.3527  7.1575  19.3797  -0.0003  0.0008  0.0024
O  7.6007  2.8797  23.9212  -0.0006  0.0002  0.002
O  9.7777  7.6168  15.6246  -0.0012  0.0022  -0.0011
O  -0.6831  -0.9393  24.1297  0.0007  -0.0002  0.002
O  11.2102  7.3685  23.8492  0.0007  0.0002  0.0014
O  -1.2148  9.1769  22.0081  0.001  0.0002  0.0014
O  2.6387  5.6019  14.5893  -0.0012  0.0023  -0.0019
O  0.7849  6.9203  15.7651  0.0017  0.001  -0.0001
O  5.6526  4.075  22.5914  0.0003  0.0003  0.0015
O  10.2988  -1.1968  15.1177  0.0009  -0.0037  0.0009
O  -0.6563  14.3806  16.4779  0.0007  0.0001  0.002
O  14.8856  11.55  17.2065  -0.0002  -0.0006  0.0019
O  8.2034  10.2009  20.7362  -0.0005  0.0003  0.0012
O  7.323  5.5352  20.0838  0.0009  0.0001  0.0018
O  10.3296  5.4169  16.7103  0.0007  0.0013  0.0016
O  7.7286  5.4195  15.7836  -0.0009  0.001  0.0013
O  12.1037  4.8096  21.6384  0.0002  0.0002  0.0008
O  11.2604  7.7565  17.8899  0.0003  0.0009  0.0018
O  4.7903  6.5483  21.9128  0.0004  0.0002  0.0022
O  6.211  14.8728  22.0836  0.0003  0.0002  0.0014
O  8.9525  -1.3158  22.3652  -0.0005  -0.0013  0.0012
O  9.3494  1.0712  23.3448  -0.0002  -0.0014  0.001
O  13.9941  11.9299  19.6872  0.0005  -0.0001  0.0017
O  6.2487  8.239  23.8139  -0.0001  0.0006  0.0021
O  5.9671  7.2382  16.0935  -0.0007  0.0011  0.0004
O  11.0784  13.3943  21.6556  -0.0001  -0.0012  0.0015
O  2.7755  12.0919  22.3024  0.0001  -0.0005  0.0018
O  3.9991  12.6411  25.6119  0.0006  0.0008  0.001
O  5.4942  7.9831  27.1011  -0.0007  -0.0043  0.0025
O  6.3489  1.3313  19.4428  0.0002  -0.0003  0.0021
O  5.3667  13.2077  17.5397  0.0004  -0.0006  0.0015
O  6.034  5.1288  17.8095  -0.0002  -0.0003  0.0021
O  8.7883  11.3073  25.0769  -0.0005  0  0.0036
O  6.7588  15.3977  16.8191  -0.0001  0.0003  0.0027
O  5.9085  5.5571  28.0585  0.0012  -0.0015  0.0036
O  9.0023  3.2016  15.9433  0.0007  0.0004  0.0017
O  8.5554  0.7665  15.2415  0.001  -0.0001  0.0014
O  10.068  3.632  23.1099  0.0008  0.0014  0.0018
O  3.0828  10.7414  27.2817  0.0039  0.0006  0.0052
O  1.6375  4.699  27.7071  0  -0.0026  0.004
O  1.8122  9.6147  22.3846  0.0005  0  0.0014
O  1.6103  1.7753  17.7029  0.0001  0.0006  0.0022
O  8.982  7.6105  20.3954  0.0006  0.0002  0.0012
O  10.3905  9.6929  19.4049  0.0003  -0.0002  0.0017
O  3.0524  4.589  22.3136  0.0003  0.0001  0.0012
O  9.6445  5.006  20.94  0  0.0005  0.0012
O  8.8072  8.5219  23.9728  -0.0001  0.0002  0.0019
O  4.8037  4.6439  20.147  0.0001  0.0001  0.0019
O  10.2911  5.5232  25.4843  0.0006  0.0002  0.0024
O  6.7336  10.7809  22.8971  -0.0001  -0.0002  0.0015
O  11.0303  11.3256  26.6545  0.0008  0.0007  0.0033
O  3.2179  3.0298  26.2779  -0.0007  0  0.0031
O  13.1731  -0.6102  26.7081  -0.0006  0.0007  0.0043
O  6.6757  -0.5803  25.8579  0.0002  -0.0007  0.0041
O  7.9331  6.4472  22.5308  0.0001  0  0.0017
O  12.8199  10.0145  18.2035  0.0004  0  0.0009
O  7.7544  6.4723  25.1822  0.0008  0  0.0027
O  2.1952  11.0101  24.683  0.0004  0.0002  0.0038
O  5.0981  4.8392  15.4029  -0.0003  0.0003  0.0003
O  1.8941  6.9788  22.2613  0.0002  0.0004  0.0009
O  3.3229  0.668  16.0685  0.0003  -0.0007  0.0016
O  -0.484  2.5787  20.9324  0.0004  0.0008  0.001
O  12.3292  2.4937  26.6974  -0.0009  -0.0004  0.0042
O  11.2595  0.7816  19.1299  -0.0001  -0.0004  0.002
O  5.1337  1.3311  26.8205  0.0004  0.002  0.0045
O  4.9731  2.2066  24.3073  -0.0002  -0.0003  0.0027
O  9.8431  2.5693  25.4804  0.0014  -0.0002  0.0042
O  5.7648  3.8025  26.1766  0.0003  -0.0001  0.0028
O  2.8879  3.4203  16.111  -0.0001  0.0014  0.0002
O  5.7174  8.9586  21.3566  0.0001  0  0.0011
O  1.0994  5.2303  24.1252  0.0004  0.0004  0.002
O  3.497  6.3672  26.9912  0.0018  0.0007  0.0027
O  3.3281  8.3879  20.5428  -0.0001  0.0004  0.0007
O  13.2426  1.8542  13.2144  0.0015  0.0028  0.0013
O  12.742  8.7287  30.7563  0.0029  -0.0017  0.0069
O  8.751  3.2962  12.3612  -0.0017  0.0014  -0.0015
O  -0.326  3.4621  12.6146  0.0014  0.001  0.0043
O  3.3834  -7.2762  11.9444  0.0006  -0.0031  0.0021
O  12.515  -7.2725  30.9887  0.0018  -0.0024  0.0023
O  13.5614  8.2326  13.7673  -0.0013  -0.0013  0.001
O  -9.8576  -7.6371  9.8558  0.0019  0.0011  0.0059
O  5.6013  10.8781  12.9812  0.0004  -0.0006  -0.0041
O  12.4582  6.195  12.2526  0.0159  -0.0044  0.0066
O  -3.2519  6.3837  29.9159  -0.0049  -0.0008  0.005
O  9.3194  5.836  32.403  -0.0004  -0.0017  0.0093
O  -13.6482  10.2315  29.5263  -0.0033  0.0046  0.0069
O  10.4216  5.0541  28.9162  0.0008  -0.0015  0.0021
O  4.3728  20.5402  29.3886  0.0007  -0.0012  0.0036
O  8.7773  3.3466  30.2095  0.0055  0.0008  -0.0022
O  -0.8889  7.5541  29.5855  -0.002  0.0002  0.0013
O  11.3344  3.1165  30.4686  -0.0069  0.0034  -0.0095
O  3.1442  10.611  14.1774  0.0006  -0.0003  0.0027
O  7.6002  14.3053  29.8036  -0.001  -0.0042  0.0006
O  17.9157  9.3524  31.6126  0.0115  -0.0071  0.0176
O  10.4158  -2.0961  12.6054  -0.0009  -0.0017  0.0017
O  6.3494  4.3877  12.0411  -0.0061  0.0175  -0.0053
O  2.2195  3.83  11.558  0.0005  0.0042  0.0013

Results
free energy: -229412.011 eV
free energy less fixed offsets of O -568.88, Si -635.61 eV per atom: -0.081 eV

The program warned: the cutoff lies below the one the program advises for these potential files; the forces do not sum to zero within the program's tolerance; the exchange-correlation potential is rough where the density is thin.
